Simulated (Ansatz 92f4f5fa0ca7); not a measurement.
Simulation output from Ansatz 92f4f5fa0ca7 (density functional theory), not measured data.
Periodic cell of 234 atoms, Si146O88, from a study of silicon, its oxide and their interface. The atomic structure is a simulated model.
Doubt: the cutoff is far below the 930 eV that the study's wrapper takes by default for these files, so forces and energies are approximate.

Settings
functional: PBE
potential files: Ansatz PAW
basis: plane waves
wave-function cutoff: 580 eV
density cutoff ratio: 5
exchange-correlation grid ratio: 1
k mesh: 1 x 1 x 1, Gamma-centred
self-consistency stop: 5e-08 eV per atom in the density residual
occupations: fixed
spin: none
net charge: 0

Cell vectors (angstrom)
a, 11.6015, 0, 0
b, 0, 10.938, 0
c, 0, 0, 32.7835

Atoms and the computed forces on them: element, x, y, z (angstrom), force x, y, z (eV/angstrom)
Si, 0.0513, 0.0176, 23.8527, 0.1838, -0.3277, -0.538
Si, 3.8397, -0.2785, 24.1417, 0.2997, -0.5238, -0.3312
Si, 7.7573, -0.0945, 24.0406, -0.068, -0.2592, -0.6217
Si, 2.0567, 1.2556, 23.9393, -0.046, 0.3665, -0.4657
Si, 5.7499, 1.0494, 24.3445, -0.0273, 0.2701, -0.0654
Si, 9.6308, 1.2834, 23.9638, -0.1714, 0.4204, -0.4453
Si, -0.0089, 5.5717, 23.862, -0.5369, 0.2199, -0.5721
Si, 3.8538, 5.2347, 23.9889, -0.2234, -0.3898, -0.4429
Si, 7.728, 5.2986, 24.3651, -0.3061, -0.4439, 0.0779
Si, 2.036, 6.6721, 24.1201, 0.3364, 0.3627, -0.3127
Si, 5.8126, 6.5767, 24.1602, 0.2896, 0.3139, -0.3898
Si, 9.5969, 6.7206, 24.2057, 0.2324, 0.3829, -0.5558
Si, 1.9499, 2.6218, 25.8959, -0.04, 0.1959, 0.2369
Si, 5.7971, 2.605, 26.1147, 0.1106, 0.1423, 0.1164
Si, 9.713, 2.6101, 25.9402, 0.0613, 0.2062, 0.2764
Si, 0.0137, 4.0405, 25.7666, 0.1648, -0.3064, 0.1542
Si, 3.8823, 3.9849, 25.9788, 0.0861, -0.1968, 0.1791
Si, 7.7693, 3.9409, 26.2073, -0.0009, -0.1937, 0.073
Si, 1.873, 8.0954, 26.0037, 0.0077, 0.158, 0.2552
Si, 5.7709, 8.0804, 26.003, -0.1347, 0.1372, 0.0678
Si, 9.6863, 8.1917, 26.0042, -0.1859, 0.1821, 0.2158
Si, 0.0062, 9.5977, 25.8655, -0.025, -0.1709, 0.2216
Si, 3.816, 9.4186, 26.0823, -0.067, -0.2027, 0.2381
Si, 7.7134, 9.4656, 25.9436, 0.0231, -0.1571, 0.2737
Si, 0.0144, -0.0569, 27.8994, -0.0492, 0.1247, 0.0096
Si, 3.8461, -0.044, 27.9511, -0.0693, 0.0783, -0.0585
Si, 7.7401, -0.0547, 27.9079, -0.0037, 0.1105, -0.103
Si, 1.9213, 1.3507, 27.9265, 0.033, -0.0961, -0.1127
Si, 5.7941, 1.2888, 28.03, 0.017, -0.0993, -0.121
Si, 9.6924, 1.3275, 27.9432, 0.0491, -0.173, -0.1609
Si, -0.0048, 5.3761, 27.8532, 0.0432, 0.1629, -0.0658
Si, 3.8576, 5.4224, 27.9162, -0.023, 0.1298, -0.1381
Si, 7.7618, 5.4546, 27.9997, -0.0007, 0.1233, -0.0495
Si, 1.8996, 6.7874, 27.9665, -0.0307, -0.1655, -0.1333
Si, 5.803, 6.7921, 27.974, -0.0275, -0.1608, -0.1009
Si, 9.7021, 6.8195, 27.9472, 0.0315, -0.1149, -0.0978
Si, 1.9336, 2.7345, 29.8842, -0.0249, -0.0502, -0.1466
Si, 5.8008, 2.7345, 29.8842, -0.0121, -0.053, 0.1932
Si, 9.6679, 2.7345, 29.8842, 0.0147, -0.088, -0.0918
Si, 0, 4.1018, 29.8842, -0.034, -0.1942, -0.3623
Si, 3.8672, 4.1018, 29.8842, -0.0472, -0.1052, -0.1374
Si, 7.7343, 4.1018, 29.8842, 0.0639, -0.086, 0.3528
Si, 1.9336, 8.2035, 29.8842, -0.0486, -0.1325, 0.036
Si, 5.8008, 8.2035, 29.8842, -0.028, -0.0403, -0.0015
Si, 9.6679, 8.2035, 29.8842, 0.0949, -0.0757, 0.0181
Si, 0, 9.5708, 29.8842, 0.0372, -0.1156, -0.1916
Si, 3.8672, 9.5708, 29.8842, -0.0802, -0.1385, 0.052
Si, 7.7343, 9.5708, 29.8842, 0.0629, -0.153, -0.1924
Si, 0, 0, 31.8178, 0.0057, 0.0952, -0.0023
Si, 3.8672, 0, 31.8178, -0.0126, -0.0281, -0.012
Si, 7.7343, 0, 31.8178, 0.0103, 0.0939, 0.0215
Si, 1.9336, 1.3673, 31.8178, 0.0052, -0.116, -0.038
Si, 5.8008, 1.3673, 31.8178, -0.0024, 0.0441, 0.0059
Si, 9.6679, 1.3673, 31.8178, -0.0091, -0.1213, -0.0196
Si, 0, 5.469, 31.8178, -0.0124, 0.2038, 0.0126
Si, 3.8672, 5.469, 31.8178, -0.0011, 0.0449, -0.0134
Si, 7.7343, 5.469, 31.8178, 0.0065, -0.0807, 0.0517
Si, 1.9336, 6.8362, 31.8178, -0.0059, -0.0597, -0.0338
Si, 5.8008, 6.8362, 31.8178, 0.008, -0.0479, -0.0142
Si, 9.6679, 6.8362, 31.8178, 0.0027, -0.0749, -0.0165
Si, 1.9336, 2.7345, 0.9679, -0.0944, 0.2109, 0.0553
Si, 5.8008, 2.7345, 0.9679, 0.0512, 0.1123, -0.0643
Si, 9.6679, 2.7345, 0.9679, 0.0386, 0.1472, 0.1596
Si, 0, 4.1018, 0.9679, -0.0131, 0.0171, 0.0898
Si, 3.8672, 4.1018, 0.9679, 0.008, 0.0946, -0.0393
Si, 7.7343, 4.1018, 0.9679, 0.0091, 0.0958, -0.1114
Si, 1.9336, 8.2035, 0.9679, -0.0419, 0.1497, 0.099
Si, 5.8008, 8.2035, 0.9679, -0.0219, 0.205, 0.0251
Si, 9.6679, 8.2035, 0.9679, 0.0502, 0.1941, -0.0347
Si, 0, 9.5708, 0.9679, -0.0585, 0.1112, -0.0392
Si, 3.8672, 9.5708, 0.9679, -0.0291, 0.093, -0.2591
Si, 7.7343, 9.5708, 0.9679, 0.0758, 0.0565, 0.0344
Si, -0.0094, 0.0325, 2.8966, -0.0012, 0.0748, 0.0793
Si, 3.8389, 0.0761, 2.8258, -0.0253, 0.1246, 0.1748
Si, 7.764, 0.0378, 2.8947, 0.023, 0.1297, 0.0565
Si, 1.9021, 1.436, 2.9333, -0.0217, -0.1274, 0.0602
Si, 5.8166, 1.3926, 2.8916, 0.0286, -0.1018, 0.1462
Si, 9.6713, 1.4483, 2.9626, -0.0038, -0.0437, 0.0294
Si, -0.0065, 5.4976, 2.9157, -0.0375, 0.1301, 0.1074
Si, 3.8609, 5.5354, 2.8637, -0.0202, 0.0768, 0.0792
Si, 7.74, 5.5409, 2.8404, 0.009, 0.0657, 0.1103
Si, 1.9157, 6.8815, 2.9241, -0.0221, -0.07, 0.0089
Si, 5.8067, 6.8942, 2.9171, 0.0279, -0.0811, 0.0432
Si, 9.6754, 6.894, 2.9165, 0.0438, -0.1086, 0.0705
Si, 1.9074, 2.8419, 4.8874, -0.1031, 0.1804, -0.1697
Si, 5.8313, 2.8529, 4.7694, -0.0707, 0.2537, -0.0987
Si, 9.6309, 2.8918, 4.925, 0.0049, 0.2468, -0.1239
Si, -0.006, 4.2618, 4.9556, -0.0172, -0.2404, -0.2442
Si, 3.8688, 4.1543, 4.7577, -0.0049, -0.2126, -0.086
Si, 7.7139, 4.3356, 4.8366, -0.0082, -0.1837, -0.0915
Si, 1.9192, 8.1983, 4.9125, -0.0166, 0.237, -0.0794
Si, 5.8063, 8.3841, 4.7888, -0.0358, 0.2484, -0.1509
Si, 9.6798, 8.2223, 4.9038, 0.0404, 0.3243, -0.258
Si, -0.0034, 9.6675, 4.8747, 0.0121, -0.2141, -0.0829
Si, 3.8275, 9.6516, 4.7195, 0.1342, -0.266, -0.1038
Si, 7.7823, 9.6956, 4.8795, 0.0682, -0.1959, -0.0833
Si, -0.0393, 0.237, 6.7546, -0.1828, -0.4119, 0.3509
Si, 3.8942, 0.1476, 6.5527, -0.2497, -0.3071, 0.1603
Si, 7.6997, 0.2286, 6.7649, -0.151, -0.2466, 0.2791
Si, 1.9995, 1.4457, 6.7794, 0.1473, 0.1739, 0.2422
Si, 5.7824, 1.5328, 6.6968, 0.2546, 0.3833, 0.2684
Si, 9.6264, 1.6197, 6.9275, 0.1948, 0.3445, 0.3575
Si, 0.0019, 5.5391, 7.0018, 0.0289, -0.5378, 0.3553
Si, 3.9966, 5.5035, 6.6488, 0.0914, -0.3937, 0.1862
Si, 7.589, 5.8217, 6.7519, -0.021, -0.47, 0.2429
Si, 2.0398, 6.7834, 6.8938, 0.1234, 0.3796, 0.3002
Si, 5.6256, 7.1444, 6.7305, -0.1181, 0.3617, 0.2311
Si, 9.6876, 6.9178, 6.8986, -0.1522, 0.5991, 0.2357
O, 7.2617, 4.7009, 7.9511, 0.1966, 0.1261, -0.2116
O, 9.6355, 2.6347, 8.3112, -0.1409, -0.3011, -0.4576
O, 3.75, 10.1766, 7.9322, 0.0405, -0.0651, -0.0341
O, 5.8651, 2.4069, 8.1429, -0.0835, -0.1391, -0.318
O, 4.5051, 4.6727, 8.0316, -0.1249, 0.0669, -0.2227
O, 2.4023, 2.1603, 8.2637, -0.0126, -0.0214, -0.4896
O, -0.0491, 4.4812, 8.3217, 0.1179, 0.3394, -0.4507
O, 11.4776, 10.0963, 8.0358, 0.1113, 0.2064, -0.2623
O, 2.4213, 7.8073, 8.1807, -0.3314, -0.262, -0.3468
O, 5.1081, 7.9213, 8.1589, 0.2039, -0.1631, -0.2738
O, 9.6872, 8.062, 8.1337, -0.0821, -0.3526, -0.3544
O, 7.3633, 10.2499, 8.1357, -0.0092, 0.03, -0.4153
O, 7.493, 4.1614, 23.1638, 0.0389, 0.0329, 0.1203
O, 5.8653, 11.2454, 20.7751, -0.0582, 0.0476, 0.2105
O, 9.317, 2.2539, 22.5954, 0.2363, -0.3871, 0.5082
O, 6.2638, 7.4092, 22.772, -0.0231, -0.0684, 0.52
O, 3.5984, 4.4323, 22.5091, 0.1247, 0.3808, 0.51
O, 5.4784, 1.9394, 22.9703, -0.1142, 0.09, 0.1039
O, 11.2368, 5.5237, 22.156, 0.3921, -0.1519, 0.5479
O, 2.2486, 2.1495, 22.5188, -0.1581, -0.2914, 0.4413
O, 7.7164, 10.249, 22.4565, 0.1365, 0.142, 0.5981
O, 2.0878, 3.6702, 20.3319, 0.0378, 0.0265, 0.3178
O, 9.5762, 7.4808, 22.6774, -0.1342, -0.0993, 0.3337
O, 11.8143, 9.9487, 22.5159, -0.1445, 0.3981, 0.6682
Si, 5.4435, 3.237, 13.0418, 0.026, 0.1963, 0.0801
Si, 1.7989, 12.8806, 9.7644, 0.1314, -0.103, 0.4879
Si, 8.2538, 5.4897, 20.0345, -0.1145, 0.0162, -0.2084
Si, 5.9097, 3.9921, 8.5383, -0.0451, 0.0232, 0.4998
Si, 8.3837, 3.4176, 17.7707, -0.037, 0.0736, -0.0531
Si, -0.7362, -5.0041, 14.5297, -0.014, 0.0007, 0.0618
Si, 3.7235, 8.6982, 8.6098, 0.1763, 0.2028, 0.3463
Si, 5.6684, 1.8209, 21.3644, 0.0391, -0.1881, -0.301
Si, 14.9526, 8.5269, 21.8408, -0.0439, -0.0174, -0.4585
Si, 10.8291, 3.3126, 9.2209, 0.004, -0.0157, 0.5895
Si, -2.9215, -10.4863, 18.4317, 0.106, 0.0753, -0.1038
Si, 6.1736, 11.6525, 11.6743, -0.0301, 0.0875, 0.2506
Si, 1.9155, 6.4971, 13.0282, 0.0393, -0.0217, 0.102
Si, 9.5675, -2.3487, 13.6853, 0.0152, -0.0022, -0.003
Si, 3.6628, 1.9389, 16.7503, 0.0283, 0.0266, -0.0584
Si, 3.268, 10.4045, 11.0617, 0.1178, 0.1693, 0.384
Si, 3.0664, 3.2015, 21.5686, 0.0541, 0.0174, -0.3945
Si, 2.5093, 3.5276, 12.309, 0.1795, 0.085, 0.358
Si, 1.78, 3.0977, 18.8325, -0.1283, -0.1392, -0.2818
Si, 5.8821, 9.5156, 13.856, 0.0043, -0.1113, -0.0141
Si, 10.4791, 6.8337, 21.4485, -0.2391, 0.0552, -0.4749
Si, 10.4967, 9.2094, 8.9633, 0.1176, 0.0452, 0.3572
Si, 2.9689, -1.8, 13.8739, 0.0467, -0.0126, 0.0663
Si, 7.7914, -0.7125, 9.6957, -0.0747, 0.0503, 0.5103
Si, 6.7457, -5.9138, 11.3473, 0.0842, 0.0943, 0.542
Si, 7.1789, 10.2606, 20.9188, -0.0282, 0.0108, -0.4051
Si, 11.2798, 7.754, 11.4599, -0.002, -0.115, 0.4578
Si, 6.0679, 7.4627, 21.1641, 0.1018, -0.1447, -0.5734
Si, 0.1747, 0.2961, 18.5788, -0.0281, 0.1474, -0.1492
Si, 7.0166, -2.9157, 11.7463, 0.0319, -0.1397, 0.3831
Si, 9.8459, 4.996, 11.7686, -0.2806, 0.2136, 0.388
Si, 7.9919, -0.5231, 15.5993, -0.0167, 0.0231, -0.0006
Si, 13.351, 10.6857, 16.047, -0.0272, 0.0009, 0.0307
Si, 8.1985, 3.2771, 22.0015, -0.0014, 0.3066, -0.4613
Si, 13.0616, 2.3855, 14.8361, -0.0559, 0.0494, 0.0045
Si, 6.5543, 2.2908, 15.798, 0.0343, 0.0723, -0.0887
Si, -0.2941, 4.0544, 16.8545, 0.0914, -0.0729, -0.0342
Si, 0.6544, 9.3497, 21.0688, 0.0396, -0.1029, -0.56
O, 1.1434, 7.1264, 11.7487, -0.063, 0.0658, -0.1533
O, 14.2275, 5.1326, 12.5267, -0.0769, -0.0641, -0.0701
O, -2.3351, -1.0472, 14.6601, -0.0468, 0.0239, 0.0249
O, 10.4991, 3.9678, 10.6931, 0.0953, -0.2417, -0.5063
O, -5.7816, 3.0074, 14.568, 0.004, -0.029, 0.0638
O, 3.0382, -3.3986, 13.5699, -0.0615, -0.0267, -0.0166
O, 7.0618, 2.5922, 21.0558, 0.0495, -0.0249, 0.1661
O, 4.3826, 9.7559, 14.3951, -0.022, -0.01, -0.0017
O, 6.8025, -1.5799, 15.1918, 0.0135, 0.0338, 0.0351
O, 3.1041, 0.3935, 16.7228, 0.0204, 0.0195, 0.031
O, 8.8917, 4.3189, 20.9807, 0.0194, -0.0568, 0.263
O, 11.4567, 8.5302, 10.069, 0.0428, 0.0592, -0.3165
O, 0.8529, 4.1987, 18.0246, 0.0191, 0.0421, 0.0569
O, 2.2652, 3.1633, 10.7486, -0.0506, -0.0489, -0.2478
O, 7.5007, 1.0293, 15.3404, 0.0427, -0.0663, -0.0184
O, 2.4132, 7.583, 22.7729, -0.2182, -0.2337, 0.3064
O, -3.6047, 1.9454, 18.3983, -0.0426, -0.0648, 0.0537
O, 8.323, 8.2274, 12.6977, -0.0906, -0.007, -0.0904
O, 4.0756, -1.2792, 22.7841, 0.0061, 0.322, 0.4099
O, 3.904, -8.0804, 12.7724, -0.1267, -0.0319, -0.0922
O, 9.9823, 3.4312, 17.5319, 0.0036, -0.0335, 0.0231
O, 11.7326, 10.3141, 19.8905, 0.0044, -0.1224, 0.3164
O, 7.985, 4.7735, 18.5959, 0.0328, -0.0408, 0.1028
O, 8.2545, -0.5692, 17.2119, -0.0299, -0.0156, 0.0056
O, 8.2699, 4.6165, 11.7267, 0.0898, -0.0265, -0.1126
O, 0.9987, 1.6625, 18.8817, 0.0702, 0.0651, 0.0794
O, 6.8035, 6.1628, 20.4556, -0.1174, 0.0329, 0.3112
O, -1.3447, 0.709, 18.2612, -0.0083, -0.0087, -0.0093
O, 6.3365, 2.2562, 12.1182, 0.0031, -0.1256, -0.1343
O, 11.5784, 7.885, 20.879, -0.042, -0.1092, 0.2219
O, 6.7933, 6.6005, 11.0272, -0.004, 0.0923, -0.1763
O, 4.3294, 2.5078, 20.764, -0.0429, 0.0042, 0.1675
O, 3.1895, 2.8001, 18.0561, 0.0305, 0.0014, 0.049
O, 6.0562, 4.1917, 10.1444, -0.1561, -0.1799, -0.4811
O, 3.5762, 9.0412, 10.2085, 0.0436, -0.2158, -0.3294
O, 9.4829, 6.5727, 20.139, 0.2973, 0.0801, 0.3596
O, 10.3438, 4.8938, 13.3436, 0.0066, -0.0524, -0.0945
O, 0.1856, 2.0429, 9.6069, -0.152, -0.0286, -0.2593
O, 9.411, 10.1195, 9.7783, 0.113, 0.0913, -0.1817
O, 12.3384, -0.5377, 17.2882, 0.0502, -0.0283, -0.0098
O, 7.2973, 0.607, 10.506, 0.0789, -0.0349, -0.3102
O, 6.7695, 8.7558, 20.4829, 0.0363, 0.0206, 0.2149
O, 7.4971, 3.4737, 16.4093, -0.0067, -0.0394, -0.0052
O, 8.3346, -0.2282, 19.8623, -0.0523, -0.005, 0.2411
O, -0.7659, 5.4011, 16.0699, -0.0038, 0.0216, -0.0078
O, -5.8026, 4.7765, 12.6548, 0.0538, -0.0769, -0.1452
O, 4.4402, 7.6559, 20.95, -0.1825, 0.0243, 0.2931
O, 10.8411, 8.7976, 12.6646, 0.045, -0.001, -0.1262
O, 13.7941, 11.4249, 10.3853, -0.1225, 0.0845, -0.2554
O, 2.954, 2.6931, 15.458, -0.0049, -0.0418, 0.0573
O, 0.2831, 3.0754, 15.7021, 0.0131, -0.0265, -0.0449
O, 6.5206, -0.191, 12.9903, 0.027, 0.0294, -0.0339
O, 2.2762, 9.2453, 20.8391, 0.0963, 0.0489, 0.2184
O, 9.9192, -3.6701, 14.5782, 0.032, -0.0256, 0.0459
O, 2.6126, 9.9585, 12.5001, 0.0309, 0.0484, -0.1696
O, 10.1777, -4.399, 11.3057, 0.0268, 0.0292, -0.1681
O, 7.0556, 9.0057, 10.4663, -0.0158, 0.0329, -0.2281
O, 1.1514, 0.7937, 14.9389, 0.0212, -0.0038, -0.0028
O, 4.671, 11.2431, 11.2012, -0.1107, -0.0851, -0.1005
O, 0.8357, 6.2435, 14.2199, 0.0081, 0, 0.0475
O, 1.3645, 2.8995, 13.2932, -0.0291, -0.0023, -0.1051
O, 5.2944, 1.8597, 16.7576, -0.0801, -0.0387, 0.0579
O, 1.9725, -1.6019, 15.1582, 0.0006, 0.0319, 0.0123
O, 5.7888, 8.2582, 12.8066, 0.042, 0.0825, -0.0609

Results
free energy: -142856.792 eV
free energy less fixed offsets of O -568.88, Si -635.61 eV per atom: 3.708 eV

The program warned: the cutoff lies below the one the program advises for these potential files; the exchange-correlation potential is rough where the density is thin.
